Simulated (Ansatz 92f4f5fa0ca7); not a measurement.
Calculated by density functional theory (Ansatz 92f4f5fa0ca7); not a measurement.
Periodic cell of 220 atoms, Si132O88, from a study of silicon, its oxide and their interface. The atomic structure is a simulated model.
Doubt: the cutoff is low for norm-conserving oxygen, so forces and energies are approximate.

Settings
functional: HSE06
potential files: SPMS norm-conserving
basis: plane waves
wave-function cutoff: 800 eV
density cutoff ratio: 4
exchange-correlation grid ratio: 1
k mesh: 1 x 1 x 1, Gamma-centred
occupations: fixed
spin: none
net charge: 0

Cell vectors (angstrom)
a 10.938 0 0
b 0 10.938 0
c 0 0 32.6618

Atoms: element, x, y, z (angstrom)
Si -0.3236 0.2906 25.2172
Si 5.7395 -0.4201 25.1396
Si 2.5251 3.0396 25.1986
Si 8.4421 2.5697 25.2323
Si 0.2712 5.2486 25.1869
Si 5.0952 5.7885 25.2485
Si 3.0096 8.1571 25.117
Si 8.115 8.4174 25.2199
Si 1.3693 1.3969 26.4508
Si 6.7637 1.3801 26.3879
Si 4.0074 4.2118 26.6006
Si 9.6285 4.1091 26.5498
Si 1.3498 6.9402 26.4188
Si 6.851 6.8379 26.4515
Si 4.1573 9.5819 26.5862
Si 9.5453 9.6504 26.5948
Si 2.7155 0.0252 27.8559
Si 8.121 0.0596 27.8865
Si 0.0277 2.7207 27.9013
Si 5.439 2.7614 27.8346
Si 2.6599 5.5673 27.914
Si 8.2014 5.4671 27.8557
Si -0.0098 8.2455 27.8658
Si 5.5027 8.1553 27.9038
Si 4.1018 1.3673 29.2435
Si 9.5708 1.3673 29.2435
Si 1.3673 4.1018 29.2435
Si 6.8362 4.1018 29.2435
Si 4.1018 6.8362 29.2435
Si 9.5708 6.8362 29.2435
Si 1.3673 9.5708 29.2435
Si 6.8362 9.5708 29.2435
Si 0 0 30.6108
Si 5.469 0 30.6108
Si 2.7345 2.7345 30.6108
Si 8.2035 2.7345 30.6108
Si 0 5.469 30.6108
Si 5.469 5.469 30.6108
Si 2.7345 8.2035 30.6108
Si 8.2035 8.2035 30.6108
Si 1.3673 1.3673 31.978
Si 6.8362 1.3673 31.978
Si 4.1018 4.1018 31.978
Si 9.5708 4.1018 31.978
Si 1.3673 6.8362 31.978
Si 6.8362 6.8362 31.978
Si 4.1018 9.5708 31.978
Si 9.5708 9.5708 31.978
Si 2.7345 0 0.6835
Si 8.2035 0 0.6835
Si 0 2.7345 0.6835
Si 5.469 2.7345 0.6835
Si 2.7345 5.469 0.6835
Si 8.2035 5.469 0.6835
Si 0 8.2035 0.6835
Si 5.469 8.2035 0.6835
Si 4.1018 1.3673 2.0507
Si 9.5708 1.3673 2.0507
Si 1.3673 4.1018 2.0507
Si 6.8362 4.1018 2.0507
Si 4.1018 6.8362 2.0507
Si 9.5708 6.8362 2.0507
Si 1.3673 9.5708 2.0507
Si 6.8362 9.5708 2.0507
Si 0 0 3.418
Si 5.469 0 3.418
Si 2.7345 2.7345 3.418
Si 8.2035 2.7345 3.418
Si 0 5.469 3.418
Si 5.469 5.469 3.418
Si 2.7345 8.2035 3.418
Si 8.2035 8.2035 3.418
Si 1.3382 1.2978 4.8256
Si 6.8542 1.3136 4.7176
Si 4.0832 4.126 4.7139
Si 9.6261 4.0784 4.7718
Si 1.3829 6.8617 4.8961
Si 6.9198 6.7811 4.7006
Si 4.108 9.5183 4.8281
Si 9.6258 9.5654 4.8548
Si 2.6687 -0.1188 6.2421
Si 8.2093 0.0394 6.1551
Si -0.0834 2.6564 6.1988
Si 5.4266 2.6722 5.9436
Si 2.8455 5.473 6.2081
Si 8.3059 5.4895 6.1043
Si -0.0052 8.1965 6.3941
Si 5.564 8.0688 6.0614
Si 3.8982 1.5535 7.3145
Si 9.0232 1.7692 7.6079
Si 1.6525 3.7837 7.3011
Si 6.8358 4.0473 7.1532
Si 4.7164 6.3576 7.4686
Si 9.2975 6.9921 7.6974
Si 1.3203 9.5754 7.8529
Si 7.1085 9.2793 7.3388
O 1.3893 4.1355 24.6989
O 7.003 9.5402 24.7634
O 2.7886 2.6777 7.7713
O 8.1859 8.1878 7.9597
O 5.7685 5.1251 7.9037
O -2.1212 2.2725 18.7977
O 4.074 6.9899 24.62
O 9.5293 1.4337 24.7132
O 2.1959 8.4999 8.7533
O 0.9717 4.3207 8.6868
O 9.3759 1.1372 9.0937
O 6.45 9.9993 8.6371
O 4.6259 1.04 8.6816
O 4.4598 7.1853 8.8566
O 7.8831 2.9603 7.9205
O 9.6754 6.3863 9.1979
O 3.2508 2.4007 23.8788
O 4.9275 -0.4422 23.7121
O 7.851 3.4009 23.948
O 10.6164 5.9006 23.8192
O 8.8305 7.8581 23.8556
O 0.1673 10.4592 23.8646
O 5.5495 4.8239 24.0243
O 1.2703 10.5253 21.4133
Si 4.1232 6.7331 12.206
Si 8.4527 -2.3449 14.639
Si 5.3455 2.8378 13.3525
Si 6.7769 -4.0288 18.8924
Si 8.5558 -9.6605 17.5488
Si 1.8109 -3.1917 18.2355
Si 0.9222 9.6292 22.7015
Si 11.7801 3.602 10.1488
Si 5.3479 10.7877 9.5111
Si 2.6424 4.0518 12.4671
Si 13.3568 -5.4991 16.5314
Si -1.0679 2.9458 19.8399
Si 10.9463 1.1874 15.5319
Si 0.5093 -6.8411 14.5428
Si 6.5258 0.3327 12.2458
Si 0.3507 11.2079 20.0677
Si 14.3518 -6.0724 20.5783
Si 6.7891 -5.7975 11.9381
Si 5.5061 -2.0209 13.8441
Si 6.5246 3.8758 23.1278
Si 9.5342 0.0187 12.8623
Si 10.7016 0.6566 9.9416
Si 1.8116 -0.3463 17.4715
Si 4.1555 -3.2102 20.4743
Si 9.1968 -4.9499 13.4927
Si 0.9201 -5.8393 19.0085
Si 6.061 2.4252 16.2666
Si 4.0767 2.3078 22.4651
Si 4.7761 -0.4836 16.3826
Si 9.9558 7.103 22.9396
Si 7.5208 -1.4959 17.4083
Si 9.4233 5.5647 10.606
Si -2.6549 5.2067 21.0433
Si 3.8482 -0.7288 22.5298
Si 4.9857 4.8129 17.7174
Si 14.4679 -2.6898 9.6661
O 1.7432 4.5554 17.7171
O 9.8905 -10.0222 16.7165
O 19.0269 0.7176 12.5311
O 6.0655 -1.1984 12.5406
O 2.9935 -2.9358 19.3622
O 6.0119 6.0821 17.7027
O 3.8085 -4.6218 21.2766
O 4.4681 7.7522 13.4108
O -1.1826 6.4133 11.9834
O 2.2637 3.9409 10.8818
O 14.6346 -7.3941 21.4901
O 5.131 1.1003 16.3212
O 5.6251 1.2563 13.208
O 4.2363 4.7763 19.1746
O 2.5351 9.377 23.4232
O 10.3866 4.2445 10.7071
O 16.6792 3.3944 17.5346
O 7.8459 -0.0713 18.1042
O 4.2254 -1.8924 21.4754
O 7.6191 2.006 16.4111
O 5.6881 2.5147 22.7465
O 5.921 -1.4141 17.0703
O -3.2261 -2.8412 18.3037
O 1.5034 0.4802 18.8452
O -0.8806 -0.6302 19.8245
O 7.6243 5.59 13.2688
O 7.8352 5.1244 10.6662
O 17.1442 -7.2867 12.2277
O 5.7775 3.2424 14.8702
O 10.0081 -6.1945 14.1521
O -1.7916 -1.4562 13.4452
O 3.2324 7.5278 11.0845
O 1.5136 -5.7393 15.2087
O 14.703 3.0217 13.0142
O 11.2589 -8.1479 15.4768
O 9.2883 -3.7426 14.5723
O 6.8671 -2.6877 14.435
O 9.2398 6.3801 21.6865
O -0.5125 0.7642 14.0168
O 0.2123 8.1678 22.5386
O 1.805 4.8476 20.3566
O 7.7316 -5.1132 19.652
O 5.6554 -3.3496 19.8746
O 2.4687 -3.9205 16.9211
O 1.1437 -1.8301 17.69
O 3.1741 -5.3828 12.7868
O 3.7291 0.7902 21.895
O 10.9494 -9.0473 20.4508
O 10.5158 4.2289 19.0476
O 6.147 0.6039 10.6921
O 5.533 -4.8006 11.603
O 12.1721 3.6556 13.1601
O -3.9866 -6.0557 21.9404
O 3.9679 4.9503 16.4366
O 9.02 -7.1873 20.9989
O -2.4234 -1.6282 16.0946
O 3.4149 -0.6023 17.247
O 11.6485 1.9723 10.1309
O 12.2526 0.3491 16.0522
O 4.2311 9.69 9.9646
O 11.4748 -0.4166 8.9601
O 10.3385 0.0043 11.4064
O 4.6684 -1.0629 14.8543
O 0.6822 6.7177 18.8517

Results
free energy: -54372.435 eV
free energy less fixed offsets of O -447.96, Si -113.29 eV per atom: 2.325 eV
gap between the highest filled and lowest empty level on this k mesh: 1.131 eV

The program warned: the cutoff lies below the one the program advises for these potential files; the forces do not sum to zero within the program's tolerance; the exchange-correlation potential is rough where the density is thin.
